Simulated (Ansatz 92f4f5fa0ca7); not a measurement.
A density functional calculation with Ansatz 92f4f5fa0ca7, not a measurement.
Periodic cell of 215 atoms, Si131O82As2, from a study of silicon, its oxide and their interface. The atomic structure is a simulated model.
Doubt: the cutoff is far below the 930 eV that the study's wrapper takes by default for these files, so forces and energies are approximate.
This geometry differs little from another in the collection (a relaxation step or a small displacement).

Settings: functional PBE; potential files Ansatz PAW; basis plane waves; wave-function cutoff 580 eV; density cutoff ratio 5; exchange-correlation grid ratio 1; k mesh 1 x 1 x 1, Gamma-centred; self-consistency stop 5e-08 eV per atom in the density residual; occupations fixed; spin none; net charge 0.

Cell vectors (angstrom)
a	10.938	0	0
b	0	10.938	0
c	0	0	31.5432

Atoms and the computed forces on them: element, x, y, z (angstrom), force x, y, z (eV/angstrom)
Si	10.426	0.5532	24.1617	0.0106	-0.0046	0.0037
As	6.0028	10.5451	24.313	0.0227	0.0512	-0.0266
Si	2.1165	3.2785	24.019	0.0003	-0.0113	-0.0149
Si	8.7348	2.3009	24.2722	-0.0462	-0.0281	-0.0246
Si	0.4666	5.1186	24.068	-0.0018	0.0197	-0.0038
Si	5.1122	5.8998	24.2013	-0.0336	-0.0113	-0.0208
Si	3.451	7.6631	24.1494	0.0042	0.0125	0.0042
As	7.9036	8.6943	23.6442	0.0601	0.0364	-0.124
Si	1.2871	1.4884	25.3737	0.0118	0.0023	-0.0022
Si	6.9486	1.4282	25.5619	-0.0237	-0.0107	0.0277
Si	3.9984	4.1328	25.2895	0.0062	-0.0032	0.0203
Si	9.6765	4.14	25.402	0.008	-0.0184	-0.0029
Si	1.4904	6.8518	25.2989	-0.0081	-0.0135	0.0078
Si	6.8827	6.9388	25.3473	0.0286	-0.0122	0.0382
Si	4.1363	9.5266	25.4622	-0.0191	0.0111	0.0079
Si	9.465	9.647	25.303	-0.0066	-0.0004	0.005
Si	2.6981	0.0534	26.6581	-0.0063	-0.0224	0.0013
Si	8.2311	-0.0309	26.8918	-0.0071	0.0227	-0.0036
Si	0.0133	2.7878	26.8701	-0.011	0.0004	-0.0084
Si	5.3974	2.7937	26.6884	0.0387	-0.0064	-0.0068
Si	2.7318	5.4764	26.7934	0.0006	0.0088	-0.0006
Si	8.2112	5.5017	26.6673	-0.0109	0.0099	-0.0074
Si	-0.0059	8.2301	26.575	0.0221	0.0029	0.014
Si	5.5357	8.1976	26.8389	0.0081	0.0213	-0.0151
Si	4.0924	1.3716	28.0743	-0.0062	0.006	0.0041
Si	9.5819	1.3947	28.1904	0.0101	-0.0084	0.0065
Si	1.3856	4.1367	28.1948	0.0031	0.0051	-0.0024
Si	6.8253	4.1332	28.0595	-0.0226	0.0001	-0.0017
Si	4.1016	6.8421	28.1465	0.0066	-0.0123	-0.0081
Si	9.6012	6.8526	28.038	0.0062	0.0101	0.0059
Si	1.3419	9.5859	28.0302	-0.0025	0.005	0.0032
Si	6.8463	9.5641	28.2226	0.0025	-0.0155	-0.0085
Si	0.0133	-0.008	29.4914	0.0047	-0.0077	0.0037
Si	5.4499	0.0197	29.4987	-0.0067	0.007	0.0034
Si	2.747	2.7287	29.4979	-0.0019	-0.0062	-0.0009
Si	8.1679	2.7606	29.4871	0.0012	0.0026	-0.0036
Si	-0.0149	5.4987	29.4946	0.0006	-0.0029	-0.001
Si	5.4743	5.4725	29.49	0.0107	-0.0002	-0.0052
Si	2.7107	8.2263	29.4657	-0.0008	0.0141	-0.005
Si	8.2417	8.1755	29.4966	-0.0038	-0.0026	0.0152
Si	1.3673	1.3673	30.8594	0.1326	-0.0725	0.0457
Si	6.8362	1.3673	30.8594	-0.1584	0.1036	-0.016
Si	4.1018	4.1018	30.8594	0.1517	-0.0665	0.0377
Si	9.5708	4.1018	30.8594	-0.1429	0.1358	-0.1408
Si	1.3673	6.8362	30.8594	-0.0508	0.1901	-0.0935
Si	6.8362	6.8362	30.8594	0.1267	-0.084	0.0389
Si	4.1018	9.5708	30.8594	-0.1782	0.0826	-0.128
Si	9.5708	9.5708	30.8594	0.1246	-0.0744	0.0689
Si	2.7345	0	0.6835	0.0951	-0.1061	0.0601
Si	8.2035	0	0.6835	-0.1797	0.0295	-0.0548
Si	0	2.7345	0.6835	-0.157	0.135	-0.0324
Si	5.469	2.7345	0.6835	0.0916	-0.1041	0.0474
Si	2.7345	5.469	0.6835	-0.15	0.1208	-0.0464
Si	8.2035	5.469	0.6835	0.0904	-0.1742	0.0948
Si	0	8.2035	0.6835	0.1888	-0.0919	0.0597
Si	5.469	8.2035	0.6835	-0.0131	0.1561	-0.0478
Si	4.1146	1.3517	2.0518	0.002	-0.0044	0.0022
Si	9.542	1.3844	2.0395	-0.0022	0.0038	-0.0005
Si	1.3328	4.1332	2.0538	-0.0023	0.002	0.0009
Si	6.8535	4.0746	2.0529	0.0045	-0.0011	0.0005
Si	4.0809	6.8605	2.0377	-0.0037	0.0036	-0.0004
Si	9.5912	6.817	2.0498	0.002	-0.0071	0.0006
Si	1.3799	9.5582	2.054	0.0012	0.0009	0.0007
Si	6.8303	9.5755	2.0639	-0.0035	0.0004	0.0018
Si	-0.0345	-0.0073	3.3437	0.0015	-0.0026	0
Si	5.4678	-0.0062	3.4826	0.0027	-0.0002	0.0001
Si	2.704	2.7283	3.3408	0.0009	0.0005	-0.0028
Si	8.1916	2.7042	3.49	-0.0014	-0.0007	-0.0007
Si	-0.0192	5.4774	3.51	0.0023	-0.0006	-0.0006
Si	5.4633	5.4775	3.3275	0.0009	-0.0004	-0.0017
Si	2.7438	8.2099	3.4805	0.0008	0.0007	-0.0008
Si	8.2271	8.1867	3.3788	0.0024	0.0063	-0.0021
Si	1.305	1.371	4.6722	0.0011	0.0004	0.0026
Si	6.8478	1.3114	4.907	-0.0003	-0.001	0.0012
Si	4.0737	4.1228	4.6403	0.0009	0.0004	0.0069
Si	9.5388	4.0726	4.891	-0.0012	0.0005	-0.0008
Si	1.3634	6.8775	4.8883	0.0003	0.0001	0.0004
Si	6.8428	6.8066	4.6886	0.0013	-0.0019	0.0022
Si	4.1149	9.5691	4.8909	0.0002	0.0021	-0.0003
Si	9.5839	9.5676	4.7409	0.0009	-0.0011	0.0043
Si	2.6348	0.0511	6.1072	-0.0023	0.001	-0.0037
Si	8.2424	-0.1233	6.2551	0.0005	0	-0.0002
Si	-0.006	2.6631	6.1864	0.0002	0.0006	-0.0025
Si	5.3913	2.777	6.0689	-0.0007	0.0018	0
Si	2.7668	5.4435	6.1292	-0.0001	0.0001	0.0001
Si	8.1058	5.446	6.182	0.0027	0.0003	-0.0029
Si	0.0103	8.3053	6.2333	0.0001	0.0005	0.0022
Si	5.5797	8.1628	6.1575	0.0006	-0.0007	-0.0046
Si	3.4884	1.9566	7.1742	0.0012	-0.0015	0.0008
Si	10.0389	0.8439	7.4517	0.0026	-0.0044	-0.0031
Si	1.7861	3.6719	7.3361	0.0014	-0.0015	0.0044
Si	6.2217	4.5343	7.3839	-0.0003	0.0015	0.0013
Si	4.6531	6.3189	7.2541	0.0013	-0.0028	-0.0015
Si	9.1833	7.1924	7.3254	-0.0034	-0.0024	0.0011
Si	0.9091	10.1701	7.5167	-0.0005	0.0007	-0.0014
Si	7.4367	8.8994	7.4823	0	0.0005	0.0057
O	4.5934	6.6098	8.8825	-0.0011	0.0012	0.0027
O	1.4186	4.0015	8.926	0.0022	-0.0009	0.0013
O	9.7677	6.5417	8.7388	0.0008	0.0001	-0.0009
O	1.3295	10.1372	9.1459	0.0013	-0.0013	0.0029
O	6.0854	4.2357	9.0246	0.0015	0.0011	-0.0017
O	3.7285	1.6665	8.7711	-0.0002	-0.0016	-0.0011
O	7.1863	8.9961	9.1343	-0.0024	-0.0007	0.0005
O	9.6666	1.1085	9.0471	-0.0014	0.0004	0.0057
O	8.2117	2.7192	22.7738	0.0075	-0.0029	-0.0051
O	10.9021	5.6877	22.5815	0.004	-0.0182	-0.001
O	5.3453	0.3658	22.801	-0.0179	0.0134	-0.051
O	5.4517	5.4381	22.6434	0.0044	-0.003	-0.0036
O	2.2583	2.8214	22.43	-0.0004	0.0132	0.0134
O	3.5073	7.9697	22.5166	-0.0058	-0.0056	0.0084
O	9.3006	8.6836	22.287	0.0166	-0.0787	-0.1349
O	-0.123	11.289	22.5697	-0.0022	0.0001	0.0031
Si	2.2133	2.9641	12.8652	0.0015	0.0016	-0.0032
Si	8.7262	1.3522	10.3488	0.0025	0.0003	-0.0047
Si	1.1363	4.5482	15.3149	0.0027	0.0013	-0.0027
Si	7.5758	5.6135	12.2117	0.0017	-0.0015	-0.004
Si	2.5481	8.1954	21.2194	0.001	0.0059	-0.0022
Si	5.4564	7.8448	12.4526	0.0001	-0.0008	-0.0043
Si	9.3635	0.4858	15.4744	0.0015	-0.0023	-0.0006
Si	3.0496	0.029	16.6972	0.0056	-0.0056	0.0076
Si	10.5405	1.1581	12.5683	0.0003	0.0013	-0.0073
Si	7.8203	2.844	21.2118	0.0036	0.0112	0.0264
Si	9.1922	8.8194	14.4443	0.0009	-0.0036	-0.0007
Si	1.5146	4.7818	10.354	0.0014	0.0004	-0.004
Si	4.5836	9.5004	19.1765	0.013	0.0094	0.0207
Si	11.2201	6.097	21.0213	-0.0112	-0.0139	-0.0007
Si	6.7082	10.5144	14.8336	-0.0033	-0.0054	-0.0023
Si	5.4284	0.7861	21.2275	-0.0145	-0.0466	0.0391
Si	2.3834	9.8268	10.3663	0.0009	-0.0008	-0.0047
Si	0.5957	10.6655	21.2517	-0.0059	0.0168	0.0121
Si	5.9322	5.3351	21.0998	0.0137	0.002	-0.0019
Si	3.6701	7.1052	10.103	0.0022	0.002	-0.0041
Si	9.1078	5.7279	14.8461	-0.0037	-0.0011	0.0012
Si	3.6978	4.22	19.0572	-0.0031	-0.0039	0.0089
Si	10.1391	3.6471	19.3499	-0.0002	0.0091	0.0161
Si	4.3414	8.7508	15.3445	0.0038	-0.0037	0.0015
Si	0.5576	1.9581	17.1519	0.0004	0	0.0039
Si	6.9551	7.6062	19.2684	0.0079	0.0054	0.0172
Si	5.3641	3.7221	16.7442	0.0011	-0.0021	-0.0005
Si	7.9018	5.0495	17.5715	0.0023	0.0007	0.0071
Si	6.6997	9.9691	10.3501	0.0042	-0.0001	-0.0049
Si	4.4201	1.0793	10.0898	0.0005	-0.0011	-0.0042
Si	0.0168	9.0938	11.8848	0.0041	-0.0012	-0.0062
Si	9.4954	8.637	20.6753	-0.056	-0.0269	0.1568
Si	4.6513	1.7436	14.5966	0.0023	0.0011	-0.0017
Si	2.5656	2.1803	20.9619	0.0035	-0.0091	-0.0011
Si	6.3632	3.3749	10.3807	-0.0006	-0.0028	-0.0025
Si	3.5145	6.0009	16.6798	-0.0017	-0.004	0.0016
Si	9.9209	6.5349	10.3521	0.0004	0.0032	-0.0045
O	0.1873	2.5911	18.5997	0.0012	-0.0064	-0.0099
O	3.0291	9.731	15.5921	-0.0015	0.0003	0.0043
O	11.0562	4.7126	20.1777	0.001	-0.0019	-0.0064
O	7.6366	2.4735	9.9472	-0.0021	-0.0012	0.0007
O	10.9647	5.3402	10.7986	0.0005	-0.0008	0.0044
O	6.636	6.7915	12.8484	0.0004	-0.0009	0.0036
O	10.3777	8.0572	10.7679	0.0003	-0.0007	0.0022
O	7.7439	9.5198	13.9721	0.0014	-0.0006	0.0037
O	8.4591	6.2201	10.9875	0.0037	0.0019	0.0047
O	5.3757	10.4274	20.2554	0.0005	-0.0007	-0.0117
O	2.2259	3.733	11.4069	-0.0006	0.0005	0.0023
O	8.1464	8.6287	19.7331	0.0106	-0.024	0.038
O	6.395	6.8133	20.5929	-0.0064	-0.0086	-0.0208
O	5.5954	2.8278	15.3948	0.0003	-0.0027	0.0017
O	1.5104	0.9552	20.6281	-0.0005	-0.0031	0.0049
O	6.0837	9.1085	11.6003	0.0017	-0.0025	0.0058
O	4.7636	5.111	16.1278	-0.003	-0.0017	0.0014
O	6.7005	3.9499	17.657	0	-0.0007	-0.0018
O	10.5586	10.667	11.7753	0.0013	-0.0014	0.0052
O	5.6771	0.5803	13.994	0.0006	-0.0024	0.0032
O	8.1476	5.1142	15.9777	0.0021	0.0028	-0.0035
O	9.8118	9.8425	15.5661	0.0011	0.0004	-0.0007
O	-0.3123	5.2309	15.1001	-0.0002	-0.0033	0.0029
O	1.7778	6.7751	20.9315	0.0037	0.0021	-0.0018
O	1.6284	0.7027	17.1862	-0.0014	-0.0032	0.0005
O	6.762	1.6547	20.8519	-0.0104	0.0031	0.0111
O	1.1037	1.7562	12.7854	0.0001	-0.0003	0.0039
O	3.241	5.5973	18.2583	0.0024	-0.0036	-0.0029
O	9.6108	2.0338	11.5531	0.002	-0.002	0.0063
O	1.0971	3.1912	16.223	0.0001	-0.0048	0.003
O	8.5985	5.1687	13.4015	0.0008	-0.0015	0.0028
O	10.3381	8.5908	13.2995	0.0011	-0.0013	0.0009
O	1.5734	9.4232	21.6697	0.0064	-0.0072	-0.0045
O	10.4056	9.9798	20.2578	-0.0111	-0.0323	0.0241
O	3.2312	0.2219	10.8571	0.0002	-0.0003	0.0028
O	5.1245	2.3717	10.8326	0.0045	0.0027	0.0025
O	1.7386	4.1334	13.8739	0.0017	-0.0025	0.005
O	7.9453	10.9198	10.8329	0.0019	0.001	0.0032
O	9.2391	4.4973	18.2961	-0.0027	-0.002	-0.0032
O	5.7324	9.5574	15.7522	0.0021	-0.0007	-0.0005
O	5.5712	0.004	9.6934	-0.0003	-0.0014	0.0093
O	3.6553	2.3425	13.4142	0.0005	-0.0024	0.0035
O	2.1077	5.7026	15.9189	0.0017	-0.0016	0.0055
O	9.7926	1.0645	14.0063	-0.0007	0.0002	0.0021
O	4.4296	6.9932	11.5255	0.0022	0.0006	0.0033
O	4.7439	4.7182	20.1921	0.0091	-0.0068	0.0057
O	10.0771	1.3757	16.6023	0	0.0003	0.0009
O	6.6841	4.3596	11.6498	0	-0.0002	0.0029
O	5.7301	8.475	18.6106	0.0068	-0.0117	0.0006
O	9.1746	2.7428	20.314	-0.0044	-0.0049	-0.0049
O	3.7567	1.2086	15.8416	-0.0015	-0.0045	-0.0007
O	4.2994	3.2054	17.8969	-0.0004	-0.0037	0.0017
O	10.22	7.1925	20.3553	-0.0412	0.0844	0.0042
O	3.3726	8.6758	9.7786	0.0003	-0.0016	0.004
O	4.0053	7.5176	16.3572	0.0017	-0.0044	-0.0005
O	7.7319	0.5348	15.6918	0.0019	-0.0011	0.0019
O	8.9498	7.34	15.0307	0.0037	-0.0037	0.0014
O	4.0979	1.6592	20.9418	0.0158	0.0033	0.0019
O	1.6438	9.1559	11.6789	-0.0009	-0.0005	0.0049
O	2.3581	6.1636	10.1819	-0.0002	-0.0014	0.0025
O	7.4716	6.5056	18.1722	-0.0069	-0.0019	0.0055
O	7.2098	4.3332	20.9686	-0.012	-0.0027	0.0028
O	4.6023	8.3172	13.7766	0.0003	-0.0003	0.0049
O	3.4135	8.6214	19.9111	-0.0097	-0.0054	-0.0021
O	2.5351	3.3665	19.8255	0.0055	0.0048	-0.0033
O	3.8783	10.4222	18.0119	-0.0068	0.0025	-0.0086

Results
free energy: -139623.845 eV
free energy less fixed offsets of As -4856.12, O -568.88, Si -635.61 eV per atom: 1.465 eV

The program warned: the cutoff lies below the one the program advises for these potential files; the exchange-correlation potential is rough where the density is thin.
